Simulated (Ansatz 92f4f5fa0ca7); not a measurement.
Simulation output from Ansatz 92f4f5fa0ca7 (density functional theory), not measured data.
Periodic cell of 320 atoms, Si176O144, from a study of silicon, its oxide and their interface. The atomic structure is a simulated model.

Settings: functional PBE; potential files Ansatz PAW; basis plane waves; wave-function cutoff 700 eV; density cutoff ratio 5; exchange-correlation grid ratio 2; k mesh 1 x 1 x 1, Gamma-centred; self-consistency stop 5e-08 eV per atom in the density residual; occupations Fermi-Dirac, 0.05 eV; spin none; net charge 0.

Cell vectors (angstrom)
a  15.4691  0  0.007
b  0  15.4691  0.0155
c  -0.5643  -0.91  22.2173

Atoms and the computed forces on them: element, x, y, z (angstrom), force x, y, z (eV/angstrom)
Si  -2.3593  -1.6853  14.8874  -0.0778  -0.1327  0.3262
Si  -2.68  3.4237  14.7455  0.1061  -0.0325  0.4026
Si  -2.6506  6.6179  14.6998  0.0158  0.0454  0.3238
Si  -2.5836  -4.1178  14.9557  0.0813  0.0958  0.3504
Si  1.3469  -1.3047  14.6718  -0.0033  0.0654  0.4187
Si  1.4333  3.1795  14.7686  -0.0363  -0.0311  0.3759
Si  1.8465  6.3053  14.3264  0.1339  -0.0709  0.2213
Si  1.4314  10.9965  14.8275  -0.0314  0.0288  0.4509
Si  5.0941  -0.3492  14.6442  0.0445  0.0359  0.3002
Si  5.0743  2.1471  14.6443  0.0638  -0.1203  0.3531
Si  5.2642  7.0906  14.9482  0.029  0.0248  0.3663
Si  5.2961  10.2089  14.918  0.0598  0.0016  0.4553
Si  8.7645  -0.3542  14.3451  -0.2844  0.0877  0.2666
Si  9.0869  2.7624  14.7132  -0.1231  -0.0004  0.3853
Si  9.1177  7.4917  14.9843  0.0216  0.0255  0.3414
Si  7.2939  10.6214  16.0697  -0.0007  -0.0013  -0.0336
Si  -0.5105  -0.9923  16.0971  -0.0449  0.005  -0.0192
Si  -0.6293  2.9961  15.9496  0.0017  0.021  0.0416
Si  -0.6815  6.8831  15.9623  -0.21  -0.0198  0.2217
Si  -0.5859  10.687  16.0553  -0.0173  0.0133  -0.0491
Si  3.2588  -0.8994  15.9951  0.0158  -0.0038  0.0228
Si  3.3189  2.8724  16.1031  -0.0058  -0.0512  0.02
Si  3.3192  6.7361  16.134  0.0221  -0.0197  0.0184
Si  3.3434  10.6499  16.1689  0.022  -0.0046  0.0293
Si  7.0516  -0.799  15.8892  -0.0619  0.0155  -0.0247
Si  7.0435  2.9402  15.8784  -0.0023  -0.0216  0.0087
Si  7.2159  6.8968  16.2098  0.0523  0.0156  -0.0011
Si  9.2989  10.0199  14.8908  0.0139  -0.0868  0.3512
Si  -4.2385  -1.0061  16.1307  0.2594  0.0583  0.2835
Si  10.9596  2.9671  16.1462  -0.0212  -0.0097  0.0467
Si  11.0248  6.9259  16.2181  -0.0715  0.004  0.0387
Si  11.0892  10.6604  16.3455  -0.0078  0.0262  0.0164
Si  -0.0697  1.948  -4.8752  0.0231  -0.0024  -0.0194
Si  0.0158  5.822  -4.8366  -0.0382  -0.0125  -0.0033
Si  -0.0494  9.6525  -4.7828  0.021  -0.0095  -0.0288
Si  0.0115  -1.9844  -4.7216  -0.0458  0.0085  -0.0054
Si  3.7735  1.8844  -4.769  0.0033  -0.0028  -0.023
Si  3.9286  5.7169  -4.7349  -0.0087  0.0028  0.0286
Si  3.7832  9.5985  -4.7443  0.0357  0.0237  0.0234
Si  3.9236  -1.9149  -4.8202  -0.0197  -0.0083  0.0053
Si  7.6928  1.9725  -4.8656  0.0003  0.0009  -0.0139
Si  7.6913  5.7504  -4.8448  0.0096  0.0336  0.012
Si  7.7589  9.7008  -4.6368  0.0159  -0.0044  0.0135
Si  7.7778  -1.8694  -4.9735  -0.0111  -0.0075  -0.0055
Si  11.6435  1.901  -4.7567  -0.0324  0.0061  -0.0584
Si  11.5475  5.8242  -4.7192  0.0423  -0.0076  0.0205
Si  11.7077  9.6632  -4.529  -0.0089  0.0004  -0.0219
Si  11.5719  -1.9342  -4.611  -0.0248  -0.0022  -0.0319
Si  -1.9183  1.9512  -3.3564  -0.0307  -0.0093  -0.0209
Si  -1.9197  5.749  -3.4048  -0.0223  0.005  -0.0256
Si  -1.8451  9.6002  -3.221  -0.0484  0.0162  0.0291
Si  -1.9168  -1.92  -3.3215  0.0603  -0.0489  0.0676
Si  1.8357  1.8649  -3.4647  0.0283  0.0284  -0.0125
Si  1.9471  5.7845  -3.4189  -0.0292  0.0207  -0.0171
Si  1.8769  9.6413  -3.3925  0.0245  -0.0166  0.0116
Si  1.974  -2.023  -3.4476  0.0106  -0.0141  -0.021
Si  5.7687  2.014  -3.4872  0.0078  0.0489  -0.0192
Si  5.832  5.7498  -3.3496  -0.0461  0.0078  0.0037
Si  5.7596  9.6008  -3.4058  0.0233  0.0099  -0.0054
Si  5.8792  -1.8181  -3.5395  -0.0167  -0.0136  0.0074
Si  9.6299  1.877  -3.4723  -0.0175  0.0254  0.0183
Si  9.5921  5.8126  -3.4157  0.05  0.0336  -0.0042
Si  9.6883  9.7403  -3.2857  -0.0633  -0.0175  -0.015
Si  9.5875  -1.9298  -3.4086  0.0214  0.018  -0.0002
Si  -1.9296  0.0463  -1.9543  0.0182  -0.0024  0.021
Si  -1.939  3.8599  -1.9108  0.0334  -0.0363  0.0165
Si  -1.8804  7.5797  -1.9348  -0.0087  0.058  0.0051
Si  -1.8875  11.6061  -1.9605  0.002  -0.0172  -0.0367
Si  1.8853  -0.1076  -2.1336  0.0142  0.0219  0.0574
Si  1.895  3.7988  -2.1293  0.0235  -0.0104  0.0583
Si  1.9655  7.7448  -2.0039  -0.0121  -0.0542  0.0769
Si  1.9553  11.5576  -2.0087  -0.0424  0.0009  -0.0139
Si  5.7957  0.142  -2.1432  -0.0512  -0.031  0.0507
Si  5.7998  3.8266  -1.9326  -0.01  0.001  0.0248
Si  5.8151  7.6649  -1.9806  0.0578  0.042  0.0886
Si  5.8367  11.6522  -2.2891  -0.0166  0.0509  0.0497
Si  9.6252  -0.0553  -2.045  -0.0151  0.0099  0.0089
Si  9.6145  3.835  -2.1475  0.0077  -0.0306  0.0532
Si  9.6371  7.7845  -2.0283  0.0159  -0.0554  0.059
Si  9.6182  11.6767  -1.917  0.0521  0.0076  -0.0156
Si  0.0596  -0.0584  -0.6417  -0.0129  0.015  -0.0147
Si  0.0905  3.8037  -0.5953  0.041  0.0136  -0.0012
Si  0.0711  7.6216  -0.567  -0.0107  -0.0584  -0.0478
Si  0.0501  11.5814  -0.5898  -0.039  0.0085  0.066
Si  3.8219  0.0309  -0.8043  0.0232  -0.0048  -0.0644
Si  3.7678  3.7746  -0.6657  -0.0259  0.0352  -0.0116
Si  3.9016  7.7364  -0.5558  -0.0068  0.0019  -0.0294
Si  4.0043  11.6207  -0.8632  0.0303  0.0035  -0.0444
Si  7.6698  0.0692  -0.7263  -0.002  -0.0107  -0.044
Si  7.8014  3.8575  -0.6024  0.0323  0.0302  0.038
Si  7.7521  7.7691  -0.5918  -0.026  0.0514  -0.0143
Si  7.5765  -3.7986  -0.7234  -0.0654  -0.0242  0.0025
Si  11.5472  0.0047  -0.6066  0.0319  0.0146  -0.032
Si  11.4467  3.832  -0.6755  -0.0039  0.0167  -0.0066
Si  11.5655  7.6649  -0.6597  -0.0052  -0.0864  -0.0219
Si  -3.8539  -3.821  -0.6319  0.0233  0.0013  0.0219
Si  0.6995  1.825  0.6263  0.1038  0.0137  -0.3694
Si  0.8478  5.7012  0.6197  0.0445  0.0343  -0.3811
Si  -0.3531  9.6124  0.6542  0.0404  -0.0479  -0.4194
Si  -0.259  -1.9701  0.7479  0.1021  0.004  -0.5565
Si  3.1383  1.8304  0.603  -0.0116  -0.0281  -0.0607
Si  3.2746  5.7183  0.5902  -0.1255  0.0361  -0.3667
Si  3.1227  8.6947  4.4779  -0.0437  0.0228  -0.0811
Si  4.4051  -1.9122  0.3988  -0.02  0.0068  -0.0269
Si  8.4639  1.8897  0.573  0.0776  0.0214  -0.3649
Si  8.3818  5.8364  0.6497  0.1565  0.0142  -0.3985
Si  7.1144  9.745  0.6013  -0.0098  -0.058  -0.0306
Si  6.8247  -1.8258  0.4069  0.0296  0.0538  -0.1113
Si  10.8754  1.9179  0.641  0.027  0.0287  -0.1062
Si  10.8196  5.7694  0.5649  0.0352  0.0142  -0.0761
Si  -3.5542  9.6306  0.6006  -0.0255  0.0166  -0.4177
Si  -3.4483  -1.9072  0.7352  -0.1859  0.0309  -0.226
Si  -0.8035  2.0651  3.4177  -0.0232  -0.0071  -0.2027
Si  -0.738  5.0224  3.1132  -0.1001  0.1038  -0.0623
Si  0.1403  9.0813  3.5866  0.0319  -0.0372  -0.086
Si  1.5574  -1.9899  3.4655  -0.0016  0.0264  -0.1144
Si  4.0738  1.3585  2.7307  -0.0865  0.0295  -0.3472
Si  4.1965  6.2084  3.5369  -0.0406  -0.028  -0.1698
Si  4.6731  9.7971  0.4724  0.1493  -0.155  -0.4029
Si  3.7932  -1.7858  2.6961  -0.0706  -0.0474  -0.3158
Si  7.0217  2.2402  3.287  0.0945  -0.0635  -0.1961
Si  7.2714  5.4041  3.6129  -0.0188  -0.0563  -0.2114
Si  7.5965  10.4124  2.8658  -0.0861  -0.0339  -0.4247
Si  7.7565  -1.8849  2.5101  -0.1393  -0.0378  -0.2818
Si  11.5168  2.2623  2.926  -0.0151  -0.0214  -0.3058
Si  -3.5317  5.2266  2.5249  -0.1338  -0.0146  -0.3124
Si  10.5226  10.2952  3.3208  -0.0312  0.0773  -0.1548
Si  10.7713  -2.0023  2.7193  0.0418  -0.0583  -0.1847
Si  -0.1901  4.6678  10.7531  -0.0003  -0.0915  0.0513
Si  -3.6655  1.0509  10.3727  -0.0374  -0.0932  0.0012
Si  -2.6531  7.7967  7.0025  -0.073  -0.0499  -0.0526
Si  3.4991  2.3439  5.5438  0.046  0.0747  -0.0457
Si  0.6102  11.2252  5.4358  -0.0598  0.0879  -0.1027
Si  9.1507  1.5379  9.6301  0.0643  -0.1892  -0.0048
Si  4.7041  10.8506  3.3892  0.152  -0.0183  -0.2777
Si  -3.4797  10.5206  5.9507  -0.0326  -0.0295  -0.0408
Si  -2.3291  5.9797  9.3036  -0.0044  0.0548  0.0001
Si  -1.7881  6.7331  4.2376  0.0843  -0.1446  -0.1289
Si  5.1656  -1.6333  11.6342  0.0441  0.0307  0.1997
Si  -0.0502  -0.1559  5.4652  0.0496  -0.0403  -0.1233
Si  3.6002  -1.4686  9.1905  0.028  0.0011  0.014
Si  3.1673  5.1106  6.2594  0.1028  -0.0389  -0.1013
Si  -1.6971  -2.8039  9.5486  -0.056  -0.0449  0.0987
Si  1.8755  2.3773  10.1823  -0.0751  -0.0113  0.1142
Si  1.61  7.0252  11.3796  0.0115  -0.0412  0.1163
Si  4.7105  3.0124  11.5239  0.0031  -0.0306  0.1244
Si  10.8062  -0.1755  7.8991  -0.1041  0.1006  0.0566
Si  6.3554  -0.8594  7.8916  0.0433  0.0502  0.0147
Si  -3.0995  7.6432  11.7289  -0.0254  -0.0502  0.1213
Si  7.2665  8.3812  7.7371  0.0259  0.0081  0.0342
Si  9.8374  10.2334  8.0633  0.0627  0.0267  -0.0274
Si  -1.7258  2.4055  12.1728  0.0655  0.0354  0.1081
Si  -3.4081  10.1222  10.1591  -0.0245  0.0978  0.1287
Si  5.6741  3.7859  6.882  -0.1189  -0.0123  -0.0485
Si  1.99  9.8182  7.7863  0.0877  -0.0496  -0.0329
Si  1.2984  -3.5377  9.8228  0.0083  0.0074  -0.011
Si  0.8648  0.9988  12.6445  0.0277  0.0577  0.1372
Si  2.6433  7.0131  8.4986  0.0393  0.1003  -0.0468
Si  4.4479  8.7226  7.2432  -0.1176  0.0236  -0.042
Si  10.6065  0.0098  4.9233  -0.0807  0.0285  -0.1318
Si  8.7434  5.1862  12.791  -0.0136  0.121  0.1777
Si  8.1869  -0.9192  11.3251  -0.0098  0.0306  0.1048
Si  9.0071  -2.3747  8.8947  -0.0216  0.1402  0.0125
Si  8.1112  5.5976  6.4359  -0.0468  0.06  -0.061
Si  -3.2901  -1.4475  12.0183  0.1127  -0.048  0.1086
Si  10.9994  -4.1005  12.6878  0.1853  -0.0331  0.1851
Si  -1.6042  -2.5356  6.5288  0.1078  -0.0787  -0.0232
Si  1.9937  0.7394  7.603  -0.0209  0.0489  -0.0641
Si  5.7247  5.7259  12.2408  0.1211  0.0262  0.1439
Si  2.0038  9.9668  11.9879  0.0521  0.0357  0.1125
Si  6.4475  2.0848  9.2659  0.013  -0.0644  -0.0469
Si  7.4668  -0.1751  5.0193  0.0862  -0.0364  -0.1191
Si  5.0456  10.7373  11.9962  -0.0408  0.0279  0.1578
Si  6.7371  8.3253  10.8454  0.0211  -0.0649  0.0645
Si  10.571  6.2129  8.0101  0.0757  0.0744  0.0525
Si  9.5481  7.0499  10.8387  0.0101  -0.0909  0.0696
O  0.4555  7.0562  14.7549  -0.012  0.1042  -0.0316
O  10.0747  -1.0712  14.9642  0.052  -0.128  -0.0235
O  0.1331  1.61  2.1687  0.0014  -0.1084  0.1459
O  0.5283  5.5766  2.2471  0.106  0.0532  0.2069
O  0.4593  9.6107  2.0808  0.1633  0.0658  0.1135
O  1.5339  8.4787  4.1865  0.0391  -0.1219  0.0608
O  0.5843  -2.0182  2.145  0.18  0  0.2409
O  5.5462  2.0411  2.6541  -0.0376  0.0706  -0.0802
O  3.8318  5.4792  2.1327  0.0776  -0.0908  0.1706
O  5.7561  5.928  3.8759  0.0345  0.0471  0.0922
O  4.1627  10.3325  1.9439  -0.1771  0.0801  0.0437
O  8.0839  1.7285  2.1693  -0.0202  -0.0165  0.2091
O  7.8464  5.972  2.2068  -0.0871  0.0829  0.1957
O  8.9629  9.8234  3.5692  0.0184  -0.1903  0.2108
O  9.3045  -1.3685  2.3463  0.0967  0.1404  -0.1433
O  -2.3598  1.9206  2.9888  -0.01  -0.0915  -0.0324
O  -1.9959  4.8037  2.0327  0.093  -0.045  -0.0602
O  -1.9615  9.6505  1.031  -0.0142  -0.0111  0.1331
O  -1.8461  -1.9197  1.173  -0.1037  0.0333  0.1761
O  -2.3228  -1.1851  13.3032  0.1531  0.1274  -0.1835
O  -2.8553  2.6126  13.3218  -0.1548  -0.1071  -0.1012
O  -2.7147  5.0157  14.3183  -0.0416  0.0305  -0.1216
O  -2.6487  7.4811  13.2864  0.0441  0.1498  -0.1584
O  11.0416  -2.48  12.5649  -0.2216  0.1049  -0.0364
O  -3.0803  10.8865  13.445  0.0466  -0.1561  -0.2433
O  1.5741  9.9795  13.5539  -0.0512  -0.1407  -0.1162
O  1.4082  -2.9067  14.2678  0.0139  0.0303  -0.1683
O  1.2477  -0.4561  13.259  -0.002  -0.0403  -0.2387
O  1.6265  2.1571  13.4975  0.1516  -0.0613  -0.0684
O  -2.2899  11.144  9.5663  0.079  -0.1022  -0.0687
O  2.3309  6.7771  12.8306  0.1423  0.0729  -0.1808
O  1.4223  -4.1392  11.3224  -0.0975  0.1089  0.0712
O  4.9718  -1.1118  13.1671  -0.0639  -0.1091  -0.1773
O  4.7701  2.6224  13.0967  -0.0272  0.0184  -0.1169
O  5.9041  2.1953  10.7858  0.0802  -0.0846  0.0692
O  7.1884  4.2681  6.6028  0.1239  -0.1098  0.0281
O  5.0741  6.0593  13.6893  -0.0737  -0.1208  -0.0769
O  5.3076  -4.369  13.542  0.0406  0.189  -0.1356
O  5.2419  8.6437  14.3876  -0.0277  0.0006  -0.1434
O  6.6154  -1.1865  11.0965  -0.0168  0.0123  -0.1065
O  6.2166  9.7526  11.4326  0.1251  0.0213  -0.0785
O  9.0556  1.238  14.0903  0.0354  0.0554  -0.1512
O  8.476  -1.0353  12.9061  0.0222  -0.165  -0.13
O  1.0925  3.7823  10.3446  0.0884  0.0805  -0.0971
O  9.2985  3.8295  13.4753  0.1053  0.0039  -0.1866
O  9.106  6.5099  13.6614  0.0524  -0.0609  -0.1494
O  5.0388  -3.2398  11.3391  0.0094  -0.0525  -0.1587
O  -0.4048  3.5933  3.8045  0.0699  0.0714  0.272
O  1.0708  -0.7996  4.4715  0.0752  0.0966  0.0586
O  -1.9746  7.3173  8.4148  0.2096  0.1396  0.0333
O  1.4379  -3.3583  4.3424  0.1192  -0.1031  0.0621
O  3.2493  2.0289  3.9727  -0.1696  0.0697  0.0932
O  4.2586  -0.2432  3.0698  0.0098  -0.0079  0.1307
O  3.2204  5.7131  4.7426  -0.1572  -0.0356  0.0181
O  3.9285  7.8055  3.3655  0.0823  0.0638  -0.1207
O  3.626  10.239  4.4169  -0.1038  0.1359  0.1969
O  4.6958  -2.9833  3.4275  0.0071  0.0509  0.2183
O  7.2319  1.3819  4.6366  -0.0169  0.1131  0.2176
O  7.2838  3.7951  3.5738  0.0232  0.0091  0.0952
O  8.2206  5.9023  4.837  0.1816  0.1262  0.0128
O  -1.0802  8.0213  3.5246  -0.0576  0.0467  -0.0701
O  7.8195  -3.456  2.8766  0.0266  -0.0239  0.1464
O  9.5011  0.7564  8.2366  -0.1237  0.0848  -0.1571
O  10.7362  1.4163  4.0966  -0.0647  0.058  0.1948
O  1.3681  8.6353  11.2987  -0.1447  0.0642  -0.1259
O  11.282  3.8731  3.2206  -0.1615  0.0135  0.1992
O  -3.3086  6.431  3.6351  -0.0884  0.1665  0.1874
O  10.6211  -3.5667  3.1297  0.0228  0.0094  0.1004
O  -3.9125  9.9095  4.5016  0.115  -0.1443  0.0417
O  7.4623  6.8739  7.1883  -0.0757  0.0077  0.0297
O  11.3014  -1.1579  4.0161  0.1896  0  0.1693
O  10.551  2.0933  10.2425  0.0183  0.3107  0.1048
O  -0.9851  3.8246  11.899  -0.0129  0.1356  0.0397
O  4.6929  5.0725  6.8388  0.0946  0.1645  0.1242
O  5.0761  2.7373  5.7711  0.1687  -0.1065  -0.0844
O  1.5624  10.2457  6.2876  0.059  -0.0607  -0.0137
O  -0.1898  -3.3434  6.4945  0.0728  0.0113  0.1331
O  0.6142  0.2531  6.8928  -0.085  0.0129  0.1564
O  -3.9782  -0.0533  11.5395  -0.1139  0.0391  0.0859
O  0.2545  6.117  11.3613  -0.1205  0.0509  0.033
O  3.6235  10.0135  7.8316  0.1683  0.2383  0.1032
O  9.0609  -0.367  5.279  0.0069  -0.0615  0.1303
O  6.5443  -0.5729  6.2935  -0.1272  -0.0458  -0.0032
O  9.7751  6.9471  9.2325  -0.0889  0.0368  -0.0493
O  11.0237  9.5926  9.0092  -0.0268  -0.1056  -0.0221
O  8.6657  9.1916  7.6283  0.0226  0.027  -0.0764
O  -1.8772  6.9847  5.83  0.1411  -0.113  0.1256
O  10.7572  7.7499  11.6496  -0.094  0.1351  0.0805
O  10.59  10.7688  6.7366  -0.1295  0.1196  -0.0468
O  -1.1031  4.9228  9.4161  0.029  -0.1097  -0.2281
O  -3.665  5.3244  8.6163  -0.0305  -0.3037  -0.0019
O  -2.0096  -2.1945  8.0655  -0.0787  0.1248  0.0275
O  -2.4323  -2.0021  10.7521  0.1075  0.0089  -0.1014
O  6.365  0.5712  8.6781  -0.0348  -0.0137  -0.008
O  9.1014  -3.9798  8.7582  -0.1215  -0.0288  0.0818
O  2.596  3.5983  6.0552  -0.2821  0.0159  0.0485
O  2.2856  5.8537  7.3993  -0.197  -0.0653  0.0419
O  5.8248  7.0973  11.3876  -0.1249  0.0454  -0.1244
O  1.1461  10.6885  8.8253  -0.1393  -0.0589  0.0078
O  1.7801  1.9964  8.609  -0.064  0.1138  -0.0646
O  4.8534  4.6332  11.4268  -0.104  0.1093  -0.1879
O  2.5931  -0.4327  8.5062  -0.046  -0.056  0.0235
O  9.5636  5.3168  7.1143  0.0701  -0.2059  -0.052
O  6.7124  8.3925  9.2463  -0.0902  0.0068  -0.0242
O  9.0481  -2.0085  10.4825  0.0877  -0.1758  0.0656
O  10.3046  -1.7115  8.1431  0.0887  -0.1635  -0.067
O  8.5309  0.5514  10.7596  -0.0591  0.0992  0.0958
O  7.6035  -1.817  8.2988  -0.0817  -0.1026  -0.0611
O  -2.3415  1.8816  10.7679  0.0537  0.0563  -0.2053
O  -0.581  1.1796  4.7376  -0.0366  0.0402  0.1628
O  11.0382  10.8304  11.1949  -0.174  -0.0046  -0.123
O  -0.7263  1.2752  12.7778  -0.13  -0.1256  0.0531
O  3.6249  9.9687  11.7976  0.0223  -0.1201  -0.1199
O  1.5396  4.7057  14.1781  -0.0282  0.05  -0.1258
O  3.3695  2.5909  10.7422  0.0313  0.0113  -0.0671
O  4.0493  -0.9414  10.6699  -0.1043  0.1356  0.0675
O  7.0505  -1.0919  3.7404  -0.1743  0.0237  0.148
O  11.3363  0.0608  6.3829  0.2056  0.0468  0.0294
O  5.5774  3.0803  8.3352  -0.0736  0.0621  0.0946
O  3.0826  1.0716  6.444  0.0827  -0.1551  -0.0109
O  4.1945  7.5117  8.3173  0.163  -0.1247  0.1712
O  9.3945  5.499  11.3365  0.0712  -0.2242  -0.1905
O  7.9994  2.6138  9.2809  0.0694  0.2563  -0.0473
O  -2.6342  6.3631  10.8542  0.0385  -0.1247  0.0783
O  1.2412  1.1591  11.0738  0.0056  -0.1697  -0.1463
O  9.667  10.7996  13.4569  -0.1351  0.0993  -0.1541
O  8.2796  7.9878  11.2324  0.0284  0.1665  0.0893
O  -0.3784  10.2923  4.5422  -0.2057  0.0154  0.0365
O  6.0041  9.0361  6.9145  0.0909  0.1258  -0.126
O  -2.7129  -3.5123  5.8364  -0.0708  0.0549  -0.0921
O  -3.4946  0.2793  8.9426  0.232  -0.0361  -0.1078
O  2.6727  -2.7903  9.3892  0.0662  -0.0451  -0.0473
O  3.6343  8.1831  5.9295  -0.0108  -0.1315  0.0388
O  11.2414  7.3554  7.0487  -0.161  0.0507  -0.1299
O  2.4487  6.5721  10.0517  0.1115  -0.1295  -0.0082
O  1.6564  8.2615  8.1257  -0.2655  -0.0519  0.0186
O  7.1513  5.0304  12.581  -0.061  -0.1439  -0.0313
O  -2.5578  9.3967  6.7098  0.1484  0.062  0.0731
O  10.9971  9.5529  1.9579  -0.0975  -0.1421  0.1295
O  4.9426  -1.6191  8.2498  0.0025  -0.1446  -0.1218
O  6.1874  10.2142  3.6908  0.0169  -0.1018  0.2709
O  -0.0856  -2.6906  9.7685  0.0373  0.1341  0.0597
O  -1.3186  -1.1588  5.7064  -0.1901  0.0352  -0.0338
O  -2.5643  8.9762  10.9598  0.2116  0.0611  -0.0434

Results
free energy: -193806.110 eV
free energy less fixed offsets of O -569.03, Si -635.61 eV per atom: 1.570 eV

The program warned: the cutoff lies below the one the program advises for these potential files.
